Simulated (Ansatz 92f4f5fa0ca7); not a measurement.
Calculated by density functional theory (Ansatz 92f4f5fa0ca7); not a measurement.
Periodic cell of 215 atoms, Si132O82P1, from a study of silicon, its oxide and their interface. The atomic structure is a simulated model.
Doubt: the cutoff is far below the 930 eV that the study's wrapper takes by default for these files, so forces and energies are approximate.
This geometry differs little from another in the collection (a relaxation step or a small displacement).

Settings: functional PBE; potential files Ansatz PAW; basis plane waves; wave-function cutoff 580 eV; density cutoff ratio 5; exchange-correlation grid ratio 1; k mesh 1 x 1 x 1, Gamma-centred; self-consistency stop 5e-08 eV per atom in the density residual; occupations fixed; spin none; net charge +1 e, with a uniform compensating background and no finite-size correction.

Cell vectors (angstrom)
a  10.938  0  0
b  0  10.938  0
c  0  0  31.5432

Atoms and the computed forces on them: element, x, y, z (angstrom), force x, y, z (eV/angstrom)
Si  10.4356  0.5756  24.3442  -0.0002  -0.0003  -0.0005
Si  6.0452  10.505  24.1587  -0.0005  -0.0004  -0.0003
Si  2.1308  3.2474  24.0869  -0.0001  0  -0.0004
Si  8.7033  2.2582  24.3124  0.0004  0.0001  -0.0005
Si  0.503  5.0555  24.1712  -0.0003  -0.0001  -0.0004
Si  5.0547  5.893  24.1954  0  0.0002  -0.0006
Si  3.399  7.6502  24.1642  0  -0.0001  -0.0003
Si  7.8315  8.8297  23.9964  -0.0003  0.0001  -0.0006
Si  1.3422  1.4809  25.4619  -0.001  0  0.0001
Si  6.9247  1.2996  25.5109  0.0004  -0.0002  -0.0001
Si  4.0279  4.1016  25.3291  -0.0002  0.0004  -0.0002
Si  9.6711  4.0946  25.4284  0  -0.0006  0.0001
Si  1.5027  6.8152  25.3767  0.0001  -0.0001  -0.0004
Si  6.8987  6.9473  25.2424  -0.0004  -0.0003  0
Si  4.2335  9.5297  25.3521  0.0003  -0.0004  -0.0003
Si  9.5293  9.6431  25.4419  -0.0001  0.0006  0
Si  2.7804  0.0059  26.6455  0.0004  -0.0001  0.0014
Si  8.2301  -0.0265  26.9547  0  0.0002  -0.0048
Si  0.02  2.7691  26.9261  0.0001  0.0005  -0.0045
Si  5.4514  2.7364  26.6686  0  -0.0002  0.0014
Si  2.7645  5.4391  26.8445  0  0.0001  -0.0029
Si  8.2278  5.5243  26.6304  0.0002  0  0.0013
Si  0.044  8.2133  26.6546  -0.0002  -0.0006  0.0014
Si  5.56  8.1963  26.7999  -0.0001  0.0002  -0.0022
Si  4.1104  1.3673  28.0728  -0.0001  -0.0001  -0.0001
Si  9.5987  1.3723  28.2481  0.0006  0  0.0052
Si  1.3966  4.122  28.2421  0.001  0.0005  0.0052
Si  6.8387  4.1362  28.0256  -0.0002  0.0004  -0.0014
Si  4.1643  6.8226  28.148  0.0014  -0.0001  0.0022
Si  9.5993  6.8523  28.0531  0.0003  0.0002  -0.0003
Si  1.3954  9.5918  28.0524  -0.0001  0.0003  -0.0011
Si  6.8526  9.5357  28.245  -0.0011  -0.0014  0.0051
Si  0.0522  -0.0201  29.5381  0.0001  0  -0.0001
Si  5.4477  0.0125  29.4927  0  0.0004  -0.0014
Si  2.7716  2.7078  29.5285  0  0  -0.001
Si  8.1728  2.7734  29.4794  0.0003  -0.0001  -0.0002
Si  -0.0154  5.5067  29.4992  -0.0005  0.0002  -0.0014
Si  5.5115  5.4494  29.5108  -0.0003  0.0002  0.0001
Si  2.7542  8.2146  29.449  -0.0006  0.0003  0.0001
Si  8.2573  8.1615  29.5346  0.0001  0.0001  -0.0008
Si  1.3988  1.3594  30.9135  -0.0006  0.0007  0.0001
Si  6.8154  1.3822  30.8398  -0.0002  -0.0008  0.0003
Si  4.1306  4.0857  30.8888  -0.0006  0.0002  0
Si  9.5517  4.1247  30.8451  0.0008  -0.0002  0.0002
Si  1.3764  6.8611  30.8317  0.0001  -0.0005  0.0002
Si  6.8734  6.8044  30.9012  -0.0001  0.0006  0
Si  4.0939  9.5774  30.8485  0.0006  -0.0002  0.0002
Si  9.6033  9.549  30.9021  -0.0006  0.0002  -0.0001
Si  2.7556  -0.0293  0.7258  -0.0009  0.0004  -0.0002
Si  8.1719  0.0026  0.6647  0.0008  -0.0005  -0.0002
Si  -0.0282  2.7573  0.6742  0.0007  -0.0005  -0.0003
Si  5.4821  2.7085  0.7193  -0.0002  0.0006  -0.0001
Si  2.7162  5.4785  0.6657  0.0012  -0.0006  -0.0001
Si  8.2212  5.4316  0.7403  -0.0006  0.0005  -0.0002
Si  0.0392  8.1759  0.7187  -0.0004  0.0008  -0.0002
Si  5.4701  8.212  0.6688  0  -0.0012  -0.0001
Si  4.1235  1.332  2.0863  0.0002  0.0003  0.0004
Si  9.5178  1.3865  2.0188  0.0007  0  0.001
Si  1.3226  4.1379  2.0558  -0.0018  -0.0002  0.0001
Si  6.8495  4.0521  2.0939  -0.0004  0.0001  0.001
Si  4.0804  6.8576  2.021  0.0001  0.001  0.0013
Si  9.6137  6.7966  2.0806  -0.0006  0.0002  -0.0003
Si  1.3898  9.5428  2.0886  0.0011  -0.0013  0.0007
Si  6.8204  9.5716  2.0719  -0.0009  0.0011  -0.0003
Si  -0.0555  -0.0059  3.322  -0.0026  0  -0.004
Si  5.4607  -0.0256  3.5227  -0.0002  -0.0008  0.0015
Si  2.7005  2.7281  3.3436  0.001  -0.0002  -0.006
Si  8.1898  2.6797  3.5125  0.0002  -0.0003  0.0008
Si  -0.0151  5.4639  3.5521  0.0018  0.0003  0.0021
Si  5.4457  5.4738  3.3347  0.0001  0.0001  -0.0069
Si  2.7522  8.1856  3.4947  0.0001  -0.0002  0.0003
Si  8.2234  8.1706  3.3793  0.0016  -0.0006  -0.0031
Si  1.2681  1.3713  4.6575  -0.0008  -0.0006  0.0056
Si  6.8426  1.2967  4.9334  -0.0005  0.0008  -0.0017
Si  4.0545  4.1238  4.6576  -0.0004  0.0007  0.0052
Si  9.5265  4.0539  4.9129  0.0006  -0.0003  -0.0033
Si  1.3905  6.8655  4.9235  -0.0041  0.0033  -0.0002
Si  6.8353  6.7959  4.6931  -0.0004  0.0008  0.0043
Si  4.1007  9.5291  4.9256  0  -0.001  -0.0026
Si  9.5656  9.586  4.7345  -0.0005  0.0018  0.0026
Si  2.5959  0.051  6.0991  0.0021  0.0029  0.0024
Si  8.215  -0.1614  6.283  0.0012  -0.0004  -0.0008
Si  -0.0055  2.6539  6.2028  -0.0001  -0.0018  0.0009
Si  5.3666  2.7569  6.0685  0.0002  0.0004  0.0009
Si  2.7612  5.4263  6.1863  0.0003  -0.0014  -0.0003
Si  8.0973  5.4338  6.1891  -0.0022  0.0009  0.0013
Si  -0.0184  8.3021  6.2153  0.0043  -0.0065  -0.002
Si  5.5736  8.1336  6.182  0.0007  0.0004  0.0004
Si  3.4583  1.9546  7.1948  0.0005  -0.002  -0.0008
Si  9.994  0.85  7.4594  0.0021  0.0024  -0.0026
Si  1.7566  3.6606  7.3837  -0.0005  0.0013  0.0005
Si  6.2115  4.5015  7.3991  -0.0004  -0.002  0.0004
Si  4.6593  6.2942  7.2898  0.0002  0.0013  0.0002
Si  9.1644  7.1824  7.3551  0.0033  0.0039  0.0003
P  0.8674  10.1797  7.4658  -0.0061  0.0029  0.0014
Si  7.4131  8.8667  7.5214  -0.0023  -0.0031  -0.0007
O  4.6231  6.6004  8.9171  0.0002  -0.0002  -0.0002
O  1.3303  3.9437  8.9636  -0.0002  -0.0001  -0.0005
O  9.7681  6.5203  8.7464  -0.0009  -0.0009  0.001
O  1.2513  10.148  9.0607  0.0029  -0.0028  0.0009
O  6.0622  4.1808  9.0297  0.0003  0.0002  -0.0006
O  3.7275  1.623  8.7698  0.0012  -0.0003  0.0016
O  7.1598  8.9403  9.1671  0.0001  0.0008  0.0005
O  9.6853  1.0144  9.0704  -0.0001  -0.0006  0.002
O  8.2358  2.5451  22.7593  0  0  0.0006
O  10.9953  5.5564  22.6571  0.0002  0  0.0004
O  5.6239  0.1069  22.6592  0  0.0002  0.0003
O  5.292  5.3958  22.6353  0  0.0001  0.0007
O  2.1534  2.8023  22.4862  0.0001  0  0.0006
O  3.3312  7.8629  22.5171  0  0.0001  0.0002
O  8.3842  8.7481  22.4226  -0.0001  0  0.0008
O  -0.1581  11.2328  22.7631  0.0003  0  0.0003
Si  2.1655  2.9748  12.8974  -0.0001  0.0002  0.0006
Si  8.7011  1.2889  10.3574  -0.0004  0  0.0007
Si  1.0659  4.5074  15.3505  -0.0002  -0.0001  0.0006
Si  7.5296  5.5619  12.195  -0.0002  0.0005  -0.0002
Si  2.4153  8.1846  21.2127  0  -0.0002  -0.0004
Si  5.3803  7.7959  12.4747  0.0004  0  0.0006
Si  9.2742  0.4631  15.497  -0.0002  -0.0001  0.0006
Si  2.9199  -0.0315  16.6717  0  0.0001  0.0002
Si  10.4776  1.1651  12.6039  0.0002  -0.0003  0.0008
Si  7.7642  2.8332  21.2408  -0.0003  0  -0.0006
Si  9.1366  8.7915  14.4597  0  -0.0001  0.0005
Si  1.4623  4.7681  10.3712  0.0001  -0.0009  0.0003
Si  4.4862  9.4879  19.1452  0  0.0001  -0.0003
Si  11.075  6.1023  21.1229  -0.0001  0.0003  -0.0006
Si  6.6218  10.4496  14.8497  0  0  0.0005
Si  5.3897  0.735  21.1828  0.0001  0  -0.0007
Si  2.3217  9.7901  10.3113  -0.0006  0.0022  -0.0008
Si  0.4319  10.6369  21.3897  -0.0001  -0.0001  -0.0004
Si  5.8519  5.2562  21.1241  0.0001  -0.0001  -0.0006
Si  3.6167  7.0874  10.0765  -0.0002  -0.0007  0.0006
Si  9.0426  5.689  14.844  0.0002  -0.0001  0.0008
Si  3.6558  4.0839  19.0927  0  -0.0001  -0.0004
Si  10.0291  3.6673  19.3287  0  0  -0.0005
Si  4.2612  8.6741  15.3813  -0.0002  -0.0001  0.0007
Si  0.46  1.9285  17.1663  0.0001  0.0002  -0.0001
Si  6.7943  7.5388  19.2534  -0.0001  0  -0.0003
Si  5.2561  3.6283  16.7421  -0.0002  0.0001  0.0003
Si  7.7837  5.018  17.533  0  0  0
Si  6.6662  9.9081  10.3869  -0.0002  -0.0002  0.0005
Si  4.3951  1.0237  10.0953  -0.0012  0.0007  -0.0005
Si  -0.0596  9.0936  11.8848  -0.0009  -0.0001  0.0011
Si  9.1039  8.6365  20.9451  0.0004  -0.0001  -0.0007
Si  4.561  1.6683  14.5847  -0.0002  -0.0001  0.0006
Si  2.4475  2.0865  21.0487  0.0001  0  -0.0008
Si  6.3532  3.2988  10.3705  0.0007  0  0.0001
Si  3.4279  5.9195  16.7352  0.0001  -0.0001  0.0002
Si  9.868  6.5296  10.3692  -0.0012  -0.0003  -0.0002
O  0.121  2.6325  18.594  0  -0.0001  0
O  2.931  9.6397  15.5952  0  -0.0001  -0.0002
O  10.8588  4.8092  20.1547  0  0  0.0003
O  7.607  2.3824  9.8856  -0.0004  0.0006  0.0005
O  10.9328  5.3623  10.8351  0  0.0001  -0.0002
O  6.5366  6.7013  12.8139  0.0002  -0.0002  -0.0009
O  10.2707  8.0726  10.7667  -0.0002  -0.0006  -0.0001
O  7.6702  9.4575  13.9941  0  -0.0001  -0.0002
O  8.3969  6.1889  10.9638  -0.0001  -0.0006  0.0003
O  5.3583  10.4791  20.0916  -0.0001  -0.0001  0.0004
O  2.1808  3.7457  11.4356  -0.0001  0.0001  -0.0003
O  7.9766  8.5495  19.765  0  0  0.0003
O  6.2061  6.7351  20.5519  0  -0.0001  0.0002
O  5.5138  2.7209  15.4086  0  0  -0.0003
O  1.3054  0.9306  20.7068  0  0  0.0003
O  6.0402  9.055  11.6308  -0.0002  0  -0.0006
O  4.61  4.9892  16.1075  0.0001  -0.0001  -0.0002
O  6.5934  3.9111  17.6345  0  -0.0001  0
O  10.5335  10.6788  11.7938  -0.0002  0.0003  0
O  5.5854  0.4974  13.9911  0  0  -0.0003
O  8.0223  5.1011  15.9366  -0.0001  -0.0001  -0.0002
O  9.746  9.825  15.5744  -0.0001  -0.0001  -0.0005
O  -0.3972  5.1485  15.1107  -0.0001  0  -0.0003
O  1.5739  6.8347  20.813  0  0  0.0003
O  1.507  0.6482  17.1869  -0.0001  0  -0.0001
O  6.5985  1.7698  20.8162  0  -0.0001  0.0003
O  1.0252  1.7934  12.8179  -0.0003  -0.0002  -0.0003
O  3.2348  5.4945  18.3243  -0.0001  0  0.0001
O  9.545  2.0139  11.56  -0.0004  -0.0002  -0.0007
O  1.0215  3.1115  16.1908  -0.0002  -0.0002  -0.0001
O  8.5657  5.1536  13.3785  -0.0002  -0.0001  -0.0007
O  10.2843  8.5905  13.3028  0  0.0002  -0.0006
O  1.4457  9.4015  21.6877  -0.0001  0.0001  0
O  10.0775  9.9417  20.6178  -0.0001  -0.0001  0.0004
O  3.16  0.177  10.8096  0.0001  -0.0003  -0.002
O  5.1104  2.3058  10.8359  -0.0007  -0.0009  -0.0009
O  1.7429  4.1536  13.9193  0  -0.0001  -0.0004
O  7.9201  10.8607  10.8468  -0.0002  0.0004  -0.0005
O  9.1321  4.4709  18.2362  -0.0001  -0.0001  0
O  5.6469  9.4999  15.7773  0  0  -0.0001
O  5.5306  -0.0712  9.7195  0  0.0001  -0.0001
O  3.6025  2.3057  13.388  -0.0001  0  -0.0003
O  1.9751  5.6622  16.0432  -0.0002  -0.0001  -0.0002
O  9.7143  1.0518  14.029  0.0001  0  -0.0006
O  4.2982  7.0293  11.5339  0  -0.0002  -0.0005
O  4.753  4.4918  20.2145  -0.0001  0  0.0002
O  9.9626  1.3533  16.642  0.0001  -0.0001  0
O  6.6919  4.2692  11.6377  0.0001  0.0003  -0.0004
O  5.5851  8.4114  18.5822  -0.0001  0.0001  0.0001
O  9.0759  2.7384  20.278  0.0001  -0.0001  0.0003
O  3.6039  1.1382  15.7819  0  0  -0.0002
O  4.2155  3.0788  17.9028  0  0  0
O  9.9195  7.2247  20.9034  -0.0001  0.0001  0.0002
O  3.2694  8.6388  9.6731  -0.0001  0.0003  0
O  3.939  7.4285  16.3862  0  0.0001  -0.0004
O  7.6411  0.4861  15.6944  0  0  -0.0001
O  8.931  7.3038  15.0331  0  0.0003  -0.0004
O  3.9329  1.4432  21.1544  0.0001  0  0.0003
O  1.5617  9.1207  11.5972  0.0001  0.0002  -0.001
O  2.3217  6.1228  10.0944  0.0003  0.0003  -0.0001
O  7.3493  6.4651  18.1518  0  -0.0001  0
O  7.2166  4.3658  21.1273  -0.0001  0.0001  0.0002
O  4.5468  8.2439  13.8118  0  -0.0001  -0.0006
O  3.3317  8.6639  19.9609  0.0001  0  0.0002
O  2.4918  3.241  19.8775  -0.0001  0  0.0003
O  3.7511  10.3772  17.981  0  -0.0001  0

Results
free energy: -131309.788 eV
free energy less fixed offsets of O -568.88, P -755.39, Si -635.61 eV per atom: -5.718 eV

The program warned: the cutoff lies below the one the program advises for these potential files; the exchange-correlation potential is rough where the density is thin.
